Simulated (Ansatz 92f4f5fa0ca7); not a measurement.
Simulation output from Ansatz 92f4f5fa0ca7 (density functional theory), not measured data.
Periodic cell of 212 atoms, Si132O80, from a study of silicon, its oxide and their interface. The atomic structure is a simulated model.

Settings: functional PBE; potential files Ansatz PAW; basis plane waves; wave-function cutoff 700 eV; density cutoff ratio 5; exchange-correlation grid ratio 1; k mesh 2 x 2 x 1, shifted by 0.5 0.5 0.5 of a step; self-consistency stop 5e-08 eV per atom in the density residual; occupations fixed; spin none; net charge 0.

Cell vectors (angstrom)
a	10.938	0	0
b	0	10.938	0
c	0	0	31.5799

Atoms: element, x, y, z (angstrom)
Si	-0.5522	0.5956	24.0783
Si	6.1548	-0.5233	23.9758
Si	2.3402	3.201	24.3932
Si	8.6452	2.4083	24.2815
Si	0.5243	4.8515	24.167
Si	5.1566	5.7187	24.2584
Si	3.3205	7.5145	24.1251
Si	7.77	8.6242	24.2128
Si	1.3123	1.3485	25.3887
Si	6.8851	1.2887	25.3802
Si	4.079	4.1427	25.6286
Si	9.6953	4.0642	25.5352
Si	1.4378	6.7436	25.3632
Si	6.834	6.8542	25.4692
Si	4.2111	9.4979	25.1732
Si	9.5745	9.6435	25.3473
Si	2.7756	-0.0633	26.6577
Si	8.2236	-0.0201	26.8257
Si	0.0567	2.682	26.8845
Si	5.5046	2.6792	26.7746
Si	2.7026	5.4953	26.9068
Si	8.2351	5.4635	26.7777
Si	0.027	8.2019	26.6906
Si	5.4569	8.2255	26.7976
Si	4.1018	1.3673	28.1617
Si	9.5708	1.3673	28.1617
Si	1.3673	4.1018	28.1617
Si	6.8362	4.1018	28.1617
Si	4.1018	6.8362	28.1617
Si	9.5708	6.8362	28.1617
Si	1.3673	9.5708	28.1617
Si	6.8362	9.5708	28.1617
Si	0	0	29.5289
Si	5.469	0	29.5289
Si	2.7345	2.7345	29.5289
Si	8.2035	2.7345	29.5289
Si	0	5.469	29.5289
Si	5.469	5.469	29.5289
Si	2.7345	8.2035	29.5289
Si	8.2035	8.2035	29.5289
Si	1.3673	1.3673	30.8962
Si	6.8362	1.3673	30.8962
Si	4.1018	4.1018	30.8962
Si	9.5708	4.1018	30.8962
Si	1.3673	6.8362	30.8962
Si	6.8362	6.8362	30.8962
Si	4.1018	9.5708	30.8962
Si	9.5708	9.5708	30.8962
Si	2.7345	0	0.6835
Si	8.2035	0	0.6835
Si	0	2.7345	0.6835
Si	5.469	2.7345	0.6835
Si	2.7345	5.469	0.6835
Si	8.2035	5.469	0.6835
Si	0	8.2035	0.6835
Si	5.469	8.2035	0.6835
Si	4.1018	1.3673	2.0507
Si	9.5708	1.3673	2.0507
Si	1.3673	4.1018	2.0507
Si	6.8362	4.1018	2.0507
Si	4.1018	6.8362	2.0507
Si	9.5708	6.8362	2.0507
Si	1.3673	9.5708	2.0507
Si	6.8362	9.5708	2.0507
Si	0	0	3.418
Si	5.469	0	3.418
Si	2.7345	2.7345	3.418
Si	8.2035	2.7345	3.418
Si	0	5.469	3.418
Si	5.469	5.469	3.418
Si	2.7345	8.2035	3.418
Si	8.2035	8.2035	3.418
Si	1.4085	1.3794	4.7201
Si	6.8196	1.3711	4.843
Si	4.0693	4.1085	4.7031
Si	9.5226	4.194	4.8723
Si	1.327	6.8475	4.8042
Si	6.8484	6.8205	4.8209
Si	4.1186	9.5396	4.8525
Si	9.4663	9.6477	4.7094
Si	2.6748	-0.0331	6.1643
Si	8.1988	0.0379	6.2549
Si	0.1286	2.8643	6.0606
Si	5.3282	2.7091	6.1136
Si	2.8153	5.5288	6.1106
Si	8.1242	5.5067	6.4007
Si	-0.2145	8.1896	6.0063
Si	5.4875	8.1532	6.2468
Si	3.4509	1.8407	7.3554
Si	10.2759	0.936	7.0622
Si	1.9967	3.7311	7.3257
Si	6.2561	4.3893	7.4445
Si	4.6328	6.2432	7.4345
Si	8.9199	7.5592	7.4632
Si	0.7719	9.9486	7.1522
Si	7.088	9.2714	7.5611
O	0.7268	9.55	8.7722
O	2.4202	4.089	9.1479
O	10.5911	1.4458	8.6424
O	6.3842	9.6746	9.0421
O	3.3255	1.6329	9.0348
O	4.1235	6.3149	9.0132
O	6.3247	3.6397	8.952
O	9.5537	7.7412	8.9969
O	3.1195	2.8321	22.9632
O	6.2349	10.7394	22.3148
O	8.0999	3.25	22.9576
O	0.0272	4.9378	22.5572
O	8.1302	8.1939	22.642
O	2.6797	7.6883	22.5834
O	5.88	4.8159	23.0324
O	10.7875	11.1902	22.4882
Si	7.0686	0.1717	20.9409
Si	6.9849	2.3946	14.7077
Si	6.8008	2.3974	9.9109
Si	3.1887	3.6696	21.5767
Si	-3.1572	7.2106	21.391
Si	-0.6052	9.0518	9.5949
Si	10.0795	11.3899	21.0244
Si	3.9933	3.0076	14.6937
Si	4.8409	-6.2847	18.1388
Si	7.2986	4.3145	12.3497
Si	-1.9882	7.8542	16.7063
Si	5.7851	10.4479	10.3676
Si	3.4505	-1.7338	12.0849
Si	7.3016	10.5034	13.1821
Si	16.1031	-3.8317	19.7284
Si	14.0438	0.2032	14.313
Si	7.1891	4.3355	22.1696
Si	0.577	4.8162	21.0162
Si	2.8714	2.747	10.1345
Si	11.3219	1.0294	14.8767
Si	9.4968	0.9983	9.7552
Si	15.2152	15.4892	12.0453
Si	5.0816	8.9542	14.5371
Si	11.572	7.9798	12.1577
Si	10.1651	5.2704	12.7687
Si	9.8701	9.4448	14.2318
Si	5.6975	2.7097	19.9716
Si	8.8554	9.1183	19.5255
Si	2.7431	6.6929	21.2931
Si	9.373	2.7365	16.5882
Si	11.1959	2.3132	11.9588
Si	-0.136	2.7952	19.1089
Si	2.7082	5.8572	9.7526
Si	-0.4432	-5.5263	15.9916
Si	5.9242	-3.8889	16.8765
Si	2.0626	3.9008	17.1043
O	19.0654	1.7183	9.2629
O	16.7838	5.0604	12.1025
O	9.3841	4.3569	16.5414
O	4.1502	-0.7636	15.116
O	12.6501	3.637	20.9088
O	1.2769	6.2755	20.6722
O	10.7819	3.8357	12.3078
O	-0.4672	4.2396	19.8849
O	-1.4061	-8.6003	18.1627
O	4.3185	9.7807	10.793
O	3.464	5.2872	21.808
O	10.9089	1.5891	20.2058
O	-4.1599	3.6033	20.7835
O	-2.8737	5.6662	21.808
O	13.6888	10.4542	12.8772
O	3.2333	5.5714	11.3156
O	8.511	11.8075	21.3175
O	10.2815	5.4838	14.3801
O	1.3984	6.5818	9.3721
O	4.1123	3.1894	11.1027
O	11.473	12.446	13.3318
O	8.8623	-0.8859	13.101
O	11.1524	8.6387	13.6159
O	7.0399	1.0877	13.7271
O	5.5046	2.785	15.2855
O	7.2843	3.049	11.3213
O	4.2273	2.8844	20.6415
O	14.7947	4.2282	13.6025
O	5.7483	12.0751	10.0624
O	-4.7235	7.4322	20.9335
O	10.6877	8.8387	11.1317
O	5.1802	-3.1691	15.631
O	5.2073	5.4973	19.486
O	12.7937	0.4861	15.3186
O	-2.3407	5.3188	12.2175
O	3.6464	7.4827	20.186
O	11.0964	6.4275	12.1212
O	8.7932	-3.3273	20.171
O	9.0099	8.5271	15.2411
O	-0.7366	6.8132	16.7686
O	6.1389	1.1528	20.0335
O	7.4408	-1.0845	19.9506
O	2.9097	3.1618	15.9044
O	5.4468	-5.461	16.8661
O	7.9938	2.1454	15.9676
O	10.3378	-0.2221	15.119
O	6.7478	10.2993	11.6722
O	12.0225	4.9939	16.3925
O	1.1813	2.9478	18.1182
O	10.6996	2.2488	15.7462
O	6.5698	9.51	14.2395
O	3.2133	-6.3331	18.0257
O	7.5367	7.0568	16.7686
O	5.5439	3.1969	18.4058
O	5.502	7.799	18.2856
O	-1.8937	-1.984	17.9152
O	1.5951	2.2992	11.0182
O	10.0867	9.9987	20.1518
O	2.2157	-2.7531	11.7818
O	4.4474	8.4144	13.1275
O	9.2674	-0.6148	9.6257
O	7.4684	14.6322	13.849
O	3.7109	1.6397	13.8706
O	9.9874	1.5198	11.2084

Results
free energy: -129423.546 eV
free energy less fixed offsets of O -569.03, Si -635.61 eV per atom: -0.626 eV

Forces (eV/angstrom), in the order of the atoms: element, x, y, z
Si	-0.0368	0.049	-0.0558
Si	0.0509	-0.0202	-0.0552
Si	-0.0102	0.0366	-0.0576
Si	0.0242	-0.0356	-0.0567
Si	0.0174	-0.0391	-0.0434
Si	-0.037	0.0011	-0.0403
Si	0.0276	-0.0598	-0.0552
Si	-0.0273	0.0251	-0.0529
Si	-0.0325	0.0125	0.0109
Si	0.0042	-0.0063	0.0035
Si	0.0086	0.0321	-0.0269
Si	0.0123	0.0091	-0.001
Si	-0.0161	-0.0345	0.003
Si	-0.0116	0.0114	0.0056
Si	0.0232	-0.0032	0.0247
Si	-0.011	0.0163	0.0003
Si	0.0153	-0.0183	0.0588
Si	-0.0014	0.0005	-0.0376
Si	-0.0035	-0.0152	-0.0449
Si	0.0171	-0.0282	0.065
Si	-0.0044	0.0222	-0.0432
Si	-0.0057	0.0082	0.0543
Si	0.0088	-0.002	0.0675
Si	-0.0156	0.0162	-0.0356
Si	-0.0759	-0.3669	-0.537
Si	-0.0688	-0.1319	0.4854
Si	0.035	-0.1499	0.8471
Si	0.1728	-0.18	-0.2968
Si	-0.0167	0.4652	0.4482
Si	0.2205	0.2253	-0.4203
Si	0.2292	-0.1568	-0.7209
Si	-0.0526	-0.0147	0.2067
Si	-0.0645	0.0611	-0.0391
Si	-0.0272	-0.037	0.0073
Si	-0.0743	0.0719	0.0002
Si	0.0362	0.017	0.0184
Si	-0.0025	-0.0567	0.0161
Si	-0.0096	0.0346	-0.0533
Si	0.081	0.0272	0.0246
Si	-0.0281	0.0263	-0.0285
Si	0.0436	-0.0435	0.0102
Si	-0.0193	0.0584	-0.0185
Si	0.0346	-0.0842	0.0085
Si	-0.0207	0.0208	-0.0067
Si	0.0116	0.0359	-0.0134
Si	0.0421	-0.0411	0.0105
Si	-0.0675	-0.0262	0.0012
Si	0.074	-0.0346	0.0014
Si	0.0508	0.0087	0.0127
Si	-0.0416	0.0314	0.0127
Si	-0.0493	0.0876	-0.0313
Si	0.0669	-0.0662	0.009
Si	-0.0549	0.0292	0.0211
Si	0.0234	-0.0475	0.0106
Si	-0.0488	-0.0336	0.0077
Si	-0.0563	0.1122	-0.0261
Si	-0.0447	0.0933	-0.0079
Si	0.1565	0.0368	0.0043
Si	-0.0646	-0.1756	0.0062
Si	0.0094	0.0429	0.005
Si	0.0597	-0.0061	0.0264
Si	0.0485	0.0607	0.0209
Si	0.0206	-0.002	0.0213
Si	-0.0985	-0.1867	-0.0131
Si	-0.1808	0.2701	-0.2877
Si	0.0524	-0.1379	0.4246
Si	0.1312	-0.0604	-0.9146
Si	-0.0568	0.2016	0.6441
Si	-0.1896	0.0042	0.1958
Si	0.2417	0.09	-0.1557
Si	-0.0672	0.0756	0.3847
Si	-0.3614	-0.1328	-0.3366
Si	0.0016	-0.0049	0.0451
Si	0.0191	-0.0238	-0.0861
Si	0.0097	-0.0031	0.0459
Si	-0.0059	0.0075	-0.056
Si	-0.0082	0.0005	-0.0438
Si	-0.0016	-0.0042	0.0426
Si	-0.0156	0.0173	-0.0468
Si	-0.0207	-0.0046	0.0213
Si	0.006	0.0316	-0.0383
Si	0.008	-0.0262	-0.0121
Si	-0.0194	-0.0059	-0.0114
Si	-0.0004	0.0059	0.025
Si	-0.0041	-0.0195	-0.0179
Si	0.0073	0.0436	-0.0323
Si	0.019	0.0009	0.0249
Si	-0.0222	-0.0248	-0.0126
Si	-0.0472	0.03	0.0389
Si	0.0798	-0.0262	0.0435
Si	0.0783	-0.0368	0.0571
Si	-0.0304	0.0032	0.0493
Si	-0.0093	-0.0497	0.0557
Si	0.0166	0.0767	0.0453
Si	-0.067	0.0425	0.0524
Si	0.0155	-0.0286	0.0727
O	-0.014	-0.0219	0.0172
O	-0.028	-0.0513	-0.0274
O	-0.0467	-0.014	0.0306
O	0.0035	0.01	-0.0077
O	0.0089	0.0178	0.0078
O	0.0044	-0.0073	-0.0171
O	0.0149	0.0057	-0.0103
O	-0.0018	-0.0041	-0.005
O	-0.0178	0.0112	-0.0008
O	0.0037	0.0046	0.0066
O	-0.0133	0.0068	0.0227
O	0.0205	0.009	0.0037
O	-0.006	-0.0104	-0.0082
O	0.0176	-0.008	0.0071
O	0.0145	0.011	0.0008
O	-0.0165	0.0064	0.0088
Si	0.0005	0.0046	-0.0056
Si	0.0033	-0.0005	0
Si	0.0111	-0.0127	0.0018
Si	0.0008	0.0015	0.008
Si	0.001	-0.0027	0
Si	0.0047	0.0245	-0.0159
Si	0.0012	0.0007	-0.0043
Si	-0.0022	0.0019	-0.0021
Si	0.0001	-0.0021	-0.0031
Si	0.0025	0.0041	-0.0003
Si	0.0025	-0.0008	0.0006
Si	-0.0063	0.0072	0.0039
Si	-0.0023	-0.0009	-0.0059
Si	0.0059	0.0002	-0.0017
Si	-0.0018	0.0046	0.0024
Si	-0.0018	-0.0009	0.0021
Si	0.0037	0.0006	-0.0058
Si	-0.0057	0.0043	-0.0057
Si	-0.0025	-0.0102	-0.0115
Si	0.004	-0.0036	0.0007
Si	0.0087	-0.0078	-0.011
Si	-0.0033	0.003	0.0015
Si	-0.0025	-0.0044	0.0042
Si	-0.0021	0.0067	-0.0006
Si	-0.0005	-0.0004	-0.003
Si	-0.0014	0.0009	-0.0002
Si	-0.0014	-0.0041	-0.0056
Si	0.0035	-0.0018	-0.0055
Si	0.0018	-0.0007	-0.002
Si	-0.0021	0.0012	0.0046
Si	-0.0054	-0.0087	-0.0074
Si	-0.0011	0.0001	-0.0007
Si	-0.0466	0.085	0.0071
Si	0.003	0.0046	0.0018
Si	-0.0021	-0.0008	-0.0023
Si	-0.0013	0.0008	0.0006
O	-0.0087	0.0083	0.0253
O	-0.0028	-0.0205	0.0067
O	0.0161	-0.0085	-0.0089
O	0.0031	-0.0085	-0.0356
O	0.0125	0.0172	0.0217
O	0.0211	-0.0201	0.0221
O	-0.0068	0.0035	0.0051
O	0.0038	-0.0226	-0.008
O	0.0236	0.0141	-0.0164
O	0.0186	-0.0011	0.0226
O	-0.0221	0.0061	-0.0149
O	-0.0185	-0.0043	0.0053
O	-0.0187	-0.0081	0.0009
O	-0.0212	0.0065	-0.0016
O	0.0237	-0.0243	0.0084
O	0.0099	-0.0098	0.0018
O	0.0026	-0.0302	-0.0194
O	0.0038	-0.0074	0.0012
O	0.0746	-0.0395	0.0173
O	-0.0157	0.0074	-0.0001
O	-0.0079	0.0049	0.0094
O	-0.0073	-0.0069	0.0218
O	-0.0122	0.0038	-0.0024
O	0.0052	-0.0014	0.0076
O	0.0032	0.0056	0.0032
O	-0.0113	0.0056	-0.0025
O	0.016	0.0041	-0.0035
O	0.0115	-0.0147	-0.0117
O	0.0102	-0.0129	-0.0032
O	0.0135	-0.0151	-0.0117
O	0.0185	-0.0236	-0.0056
O	0.0105	0.011	0.0052
O	-0.0026	0.0211	-0.0227
O	0.0016	-0.0005	-0.0218
O	0.0135	-0.0133	0.0092
O	0.0137	-0.0222	0.0108
O	-0.0076	0.01	0.0115
O	-0.0168	0.0215	0.0094
O	0.0148	0.003	0.0029
O	-0.0189	-0.0028	-0.0108
O	0.0122	0.013	0.0177
O	0.0281	0.0061	0.0101
O	0.0108	0.0087	-0.0124
O	-0.0051	0.0128	0.0294
O	0.0065	0.0141	-0.0181
O	0.0087	0.0016	-0.0163
O	-0.0169	0.0068	-0.0004
O	-0.0115	-0.0217	0.0076
O	-0.0169	0.0181	0.0032
O	-0.0167	-0.0005	0.0013
O	-0.0174	0.0093	-0.0188
O	0.0129	-0.0077	-0.0092
O	-0.0068	0.0159	0.0067
O	-0.009	0.0104	0.0192
O	0.0031	-0.0298	-0.0044
O	-0.0081	-0.0233	0.0062
O	0.0017	0.0095	0.0063
O	-0.0313	0.0158	0.008
O	-0.011	0.0128	0.0172
O	-0.0086	0.0331	0.0082
O	0.0223	0.006	0.0043
O	-0.0109	-0.0193	-0.0062
O	-0.0098	0.003	0.0211
O	0.0163	0.0125	-0.0078

The program warned: the cutoff lies below the one the program advises for these potential files; the exchange-correlation potential is rough where the density is thin.
